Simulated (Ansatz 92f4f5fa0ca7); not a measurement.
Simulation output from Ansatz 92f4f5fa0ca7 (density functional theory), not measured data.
Periodic cell of 225 atoms, Si132O91B2, from a study of silicon, its oxide and their interface. The atomic structure is a simulated model.

Settings: functional PBE; potential files Ansatz PAW; basis plane waves; wave-function cutoff 700 eV; density cutoff ratio 5; exchange-correlation grid ratio 1; k mesh 2 x 2 x 1, shifted by 0.5 0.5 0.5 of a step; self-consistency stop 5e-08 eV per atom in the density residual; occupations fixed; spin none; net charge 0.

Cell vectors (angstrom)
a 10.938 0 0
b 0 10.938 0
c 0 0 31.9494

Atoms and the computed forces on them: element, x, y, z (angstrom), force x, y, z (eV/angstrom)
Si 10.5584 0.1507 24.538 0.0036 0.0057 0.0002
Si 5.0382 0.223 24.6736 -0.0315 -0.0162 -0.0137
Si 2.7782 2.4018 24.4973 -0.001 -0.018 -0.0017
Si 8.4913 2.5381 24.614 -0.0153 0.0218 -0.0268
Si 10.7231 5.7017 24.3478 -0.0162 -0.0185 -0.0419
Si 5.0889 5.674 24.4453 0.0043 -0.001 -0.0149
Si 2.9041 8.0046 24.3899 0.0253 -0.0055 -0.0276
Si 8.394 7.8993 24.4283 -0.001 -0.003 -0.0255
Si 1.2618 1.2636 25.8647 0.008 -0.0174 -0.0127
Si 6.7675 1.399 25.7874 -0.005 -0.0072 -0.004
Si 3.9412 4.0797 25.751 0.0141 -0.0091 -0.0034
Si 9.6688 4.1164 25.8395 0.0175 0.0348 0.0024
Si 1.309 6.8699 25.7283 0.0106 -0.0114 0.0216
Si 6.769 6.7731 25.7326 0.0033 0.0112 0.0228
Si 3.95 9.5359 25.9163 -0.0263 -0.0068 -0.018
Si 9.4322 9.5135 25.8391 0.0225 -0.009 0.0002
Si 2.6053 -0.0651 27.2737 -0.0136 0.0256 -0.0154
Si 8.0868 -0.0144 27.1789 0.0054 -0.0108 0.0028
Si 0.031 2.745 27.2294 -0.0107 -0.0002 -0.0015
Si 5.4054 2.7837 27.139 -0.0059 -0.0016 -0.0004
Si 2.6319 5.4677 27.1404 0.0103 -0.0054 0.003
Si 8.1604 5.4304 27.1329 0.0003 0.0254 -0.0137
Si -0.032 8.2187 27.1616 0.0052 0.0037 -0.0084
Si 5.4625 8.1952 27.1524 0.0029 -0.0232 -0.0176
Si 4.0618 1.3627 28.5092 0.0083 0.0156 -0.0272
Si 9.52 1.3656 28.5118 -0.0016 -0.0113 -0.0216
Si 1.3609 4.111 28.5895 0.0152 -0.005 -0.008
Si 6.7976 4.1006 28.5322 -0.0013 -0.0128 -0.0161
Si 4.071 6.818 28.4909 -0.0037 -0.012 -0.0127
Si 9.5292 6.8229 28.4979 0.0023 -0.0094 -0.0135
Si 1.2839 9.5325 28.6231 -0.0173 -0.0245 0.0085
Si 6.7838 9.5578 28.5674 -0.0011 -0.0062 -0.005
Si -0.0479 0.0241 29.9189 -0.0105 -0.006 -0.0106
Si 5.4384 0.0169 29.9019 -0.0046 0.0015 0.0039
Si 2.7402 2.7346 29.9108 0.0139 0.0077 -0.0031
Si 8.1806 2.7417 29.8928 -0.0055 -0.0039 0.0049
Si -0.0285 5.4859 29.9023 -0.0124 0.0099 -0.0019
Si 5.4486 5.4813 29.8914 -0.0125 0.0016 0.0065
Si 2.7353 8.1872 29.9041 -0.0044 -0.0034 -0.0091
Si 8.1977 8.2031 29.8944 0.0076 0.0043 -0.0012
Si 1.3673 1.3673 31.2657 0.0081 0.1038 0.0155
Si 6.8362 1.3673 31.2657 -0.0094 0.041 -0.0022
Si 4.1018 4.1018 31.2657 0.0447 0.0016 0.0656
Si 9.5708 4.1018 31.2657 -0.1401 -0.0362 -0.0135
Si 1.3673 6.8362 31.2657 -0.0158 -0.0383 0.0595
Si 6.8362 6.8362 31.2657 -0.0108 0.0387 -0.0466
Si 4.1018 9.5708 31.2657 -0.09 0.0088 0.0282
Si 9.5708 9.5708 31.2657 -0.2348 -0.046 0.1284
Si 2.7345 0 0.6835 0.0458 0.0103 -0.0346
Si 8.2035 0 0.6835 0.0264 0.0031 -0.1412
Si 0 2.7345 0.6835 0.1173 0.0488 -0.0254
Si 5.469 2.7345 0.6835 0.037 0.0537 0.0429
Si 2.7345 5.469 0.6835 -0.0118 -0.0536 -0.1061
Si 8.2035 5.469 0.6835 0.0504 0.0649 -0.0696
Si 0 8.2035 0.6835 0.0832 0.0501 0.0688
Si 5.469 8.2035 0.6835 0.1103 0.0949 0.0065
Si 4.1117 1.3649 2.058 0.0072 -0.0072 0.0011
Si 9.607 1.3395 2.0374 -0.0023 -0.0056 0.0005
Si 1.3648 4.123 2.0517 0.0073 0.0056 0.0001
Si 6.8392 4.1223 2.0397 0.0037 0.0036 0.0103
Si 4.1024 6.8372 2.0362 0.0038 -0.0206 0.0016
Si 9.584 6.829 2.0594 0.0063 -0.0076 0.0007
Si 1.3698 9.5932 2.0497 0.0039 0.0066 -0.001
Si 6.8383 9.6009 2.0448 0.0141 0.0063 0.0015
Si 0.0492 0.0237 3.4633 0.0116 0.0041 0.0166
Si 5.5057 0.028 3.4473 0.0049 -0.0055 0.0218
Si 2.7401 2.754 3.3932 -0.0089 0.0062 0.0145
Si 8.274 2.7656 3.3311 0.0112 0.0091 -0.0118
Si 0.0489 5.5059 3.4614 0.0122 0.0023 0.0197
Si 5.4946 5.5145 3.4135 -0.0023 0.0154 0.0167
Si 2.761 8.2338 3.3807 -0.0013 0.0062 0.0102
Si 8.2609 8.2748 3.3795 0.0082 0.0208 0.0097
Si 1.4195 1.4211 4.833 -0.0212 0.0004 0.0014
Si 6.9528 1.447 4.718 0.0059 -0.0114 0.0125
Si 4.1032 4.1251 4.7362 -0.0022 0.0085 0.0107
Si 9.636 4.0512 4.7594 0.0193 -0.0201 0.0154
Si 1.4102 6.9529 4.8151 -0.0103 -0.0012 -0.0002
Si 6.8701 6.965 4.7174 -0.0228 0.0024 0.0075
Si 4.1318 9.5456 4.7785 0.0017 -0.0069 -0.0039
Si 9.658 9.5548 4.8285 0.0104 -0.0081 -0.0051
Si 2.8071 0.0005 6.1305 -0.0085 -0.0088 0.0141
Si 8.3419 0.0932 6.0863 0.0037 0.0037 0.0153
Si 0.0677 2.7679 6.2786 -0.0082 -0.0082 -0.0268
Si 5.5669 2.8163 6.047 -0.0089 -0.0045 0.0009
Si 2.8051 5.5695 6.0996 0.0052 0.0011 0.0172
Si 8.2977 5.5717 5.926 -0.0112 0.0012 0.0215
Si 0.1115 8.2864 6.3407 -0.0032 -0.0077 -0.0202
Si 5.5396 8.2769 6.2144 -0.0059 -0.0075 -0.0076
Si 4.4841 1.1528 7.2905 -0.0084 -0.0066 0.0241
Si 9.8866 1.1124 7.5978 -0.0178 -0.0201 0.0174
Si 1.2373 4.4767 7.4565 0.0097 0.0111 0.0165
Si 6.7037 4.5111 7.2305 0.012 0.0153 0.0261
Si 4.3732 6.6617 7.517 -0.0118 -0.0196 0.0071
Si 9.8041 6.5826 7.4347 -0.0318 -0.0312 0.0163
Si 1.348 9.8945 7.7064 0.0139 0.0238 0.0312
Si 6.7698 9.9356 7.4056 0.0102 0.0148 0.0281
O 9.502 1.3424 24.0353 0.0198 -0.0053 -0.047
O 4.037 6.865 23.9406 -0.0177 0.0201 -0.0279
O 3.9605 1.3226 24.0389 -0.0008 0.0105 -0.0429
O 9.5369 6.796 23.907 0.0098 0.0033 -0.0199
O 0.0303 5.5096 7.9666 0.0042 0.0043 0.0304
O 5.6233 0.1021 7.8994 0.0096 -0.0052 0.0249
O 0.1392 0.0491 8.1333 0.0024 -0.0069 0.022
O 5.5888 5.5763 7.8565 0.0022 0.0052 0.0268
O 7.6694 3.9239 8.413 -0.0199 -0.0177 0.0024
O 8.8235 7.018 8.697 0.0243 0.018 -0.0001
O 2.2268 9.3851 9.0556 -0.0148 -0.013 -0.0097
O 8.9924 1.647 8.9036 0.0284 0.0153 -0.0119
O 7.6617 9.4318 8.7049 -0.0168 -0.0266 0.0076
O 3.6533 1.8074 8.5392 0.0204 0.0146 0.0046
O 3.6169 7.1475 8.9226 0.0199 0.0178 -0.0046
O 2.1297 4.0076 8.7702 -0.0137 -0.0149 -0.0044
O 8.0007 3.5598 23.411 -0.0202 -0.0347 -0.0118
O 0.5683 5.1415 22.9744 -0.0201 -0.006 0.0236
O 1.9234 2.8813 23.1672 0.0071 0.0163 -0.0203
O 5.6811 4.919 23.0995 0.0125 0.0041 0.0046
O 5.52 10.1174 23.5062 0.025 0.0315 -0.0036
O 2.2632 8.6358 22.9844 -0.0113 -0.0024 0.0125
O 0.1832 10.263 23.2303 0.0054 0.0163 0.0024
O 7.7407 8.614 23.0845 -0.003 -0.0119 0.0084
Si 8.5506 7.78 18.6071 0.0046 -0.0077 -0.0079
Si 8.9289 6.2839 13.7159 -0.0049 0.0004 0.0232
Si 3.8595 1.1988 14.5252 -0.0028 -0.0024 0.0033
B 2.3416 4.8402 17.0541 0.0011 0.0183 -0.0064
Si 2.4306 3.1173 19.4599 -0.0037 0.0049 -0.004
Si 9.877 8.9353 12.0966 0.0001 -0.0064 -0.0098
Si 1.1893 9.5531 22.165 0.0074 0.0081 -0.0185
Si 9.2193 0.8778 13.2535 0.0006 -0.0037 0.0022
Si 1.4493 4.8642 13.0234 -0.0092 -0.0029 0.0082
Si 1.8386 8.0743 12.8123 0.0032 -0.005 0.005
Si 6.6126 9.5985 22.4375 -0.0153 0.0086 0.0036
Si 4.7094 4.2185 15.4356 0.0053 0.0014 0.0002
Si 8.2554 2.9558 9.5601 -0.0056 0.0069 -0.0039
B 0.0621 8.9459 19.7065 -0.0159 -0.0207 -0.0192
Si 6.9152 1.3697 21.1143 -0.008 0.0005 0.0076
Si 8.2788 8.2377 9.63 0.0035 0.002 -0.0041
Si 10.9988 5.0675 15.6522 0.0006 0.0072 0.0029
Si 7.5514 9.4344 16.3653 0.001 -0.0106 -0.0002
Si 9.8542 2.2738 20.4422 -0.0022 0 -0.0025
Si 3.2646 8.4171 9.9206 0.0059 -0.0028 0.0045
Si 6.7181 3.2816 17.4038 -0.0036 -0.0038 -0.0035
Si 1.0433 0.3459 19.9876 0.0019 -0.003 -0.0072
Si 3.2842 2.6461 12.2341 -0.0007 -0.0091 -0.0011
Si 7.1254 5.4239 19.7032 0.0006 -0.0029 0.0039
Si 5.8455 8.4803 11.4733 0.0002 -0.0026 -0.0015
Si 5.9627 5.9095 13.126 -0.0026 -0.0017 0.0082
Si 4.5704 9.6635 17.643 -0.0079 -0.0017 0.005
Si 1.0291 3.793 22.1458 0.0154 -0.0041 -0.0014
Si 4.8769 1.4435 18.8355 -0.0008 -0.0031 0.0017
Si 3.2485 3.0637 9.4676 0.0065 -0.0041 -0.0024
Si 6.5649 10.5688 13.7322 0.0006 -0.0041 0.0004
Si 10.3365 0.0668 16.0593 0.0052 0.0076 -0.0036
Si 5.7314 3.5411 11.0925 -0.0058 -0.0083 -0.0025
Si 9.8954 3.7949 11.9316 -0.0006 0.0008 -0.0076
Si 2.2919 9.774 15.557 0.0036 -0.0092 -0.0007
Si 5.935 8.137 19.883 -0.0062 -0.0013 0.0046
Si 6.7972 3.9668 22.3948 -0.0018 -0.0091 0.0063
Si 9.7701 2.72 17.446 0.0006 0.001 -0.0014
O 7.3188 6.2525 13.9842 -0.0217 -0.003 -0.0175
O 10.2285 3.9613 16.5299 0.0103 -0.0053 0.0026
O 6.0985 9.8749 17.0287 -0.0021 -0.0091 0.0047
O 10.1524 0.7032 14.5699 -0.0211 -0.0126 0.0013
O 8.4018 6.1954 19.0127 -0.0307 0.0191 0.0095
O 5.1667 0.2607 14.2753 0.0023 0.0043 -0.0048
O 5.6598 2.0616 17.5606 0.0049 0.0064 0.0272
O 8.2622 2.1088 20.616 0.0037 -0.0139 0.0011
O 2.126 4.0732 18.1777 0.0075 -0.0315 0.0307
O 6.977 2.632 10.538 -0.0009 0.023 0.0019
O 4.9225 2.5998 12.1476 -0.0102 0.0256 -0.0238
O 6.186 4.1678 16.1462 -0.0173 -0.0176 0.0109
O 4.616 3.886 9.9128 -0.0124 -0.0318 0.0171
O 10.5703 3.1075 21.6452 0.0049 -0.0033 -0.0067
O 9.9032 6.1536 15.0558 -0.0007 -0.0215 -0.0286
O 5.9051 6.5009 19.8878 0.0315 0.0071 -0.0051
O 4.0505 0.1534 18.2761 0.0267 -0.0204 -0.006
O 9.3907 10.466 12.3527 0.005 0.0104 0.0248
O 2.877 4.1313 12.7915 -0.0106 -0.0158 -0.0063
O 1.9097 10.7589 21.2907 -0.0351 -0.0182 -0.0099
O 3.9916 2.6385 19.5197 0.0048 -0.0079 -0.0108
O 0.6948 9.9603 16.0045 -0.0084 0.0029 0.0011
O 0.772 9.9536 19.0523 0.0089 0.0197 0.0157
O 1.6681 1.67 19.2994 -0.0009 0.0039 0.017
O 8.897 10.3698 16.5533 -0.0005 0 -0.0151
O 4.7513 8.5872 18.8598 0.0138 0.0167 -0.0027
O 9.5701 8.6976 10.5119 -0.0201 -0.0125 0.0129
O 6.6894 4.194 18.7478 0.0068 -0.0054 -0.0073
O 2.9173 1.4064 13.1979 0.0148 0.0147 -0.0007
O 5.7083 8.7826 21.3539 0.0189 -0.006 -0.0078
O 2.5772 2.4017 10.7968 0.0317 0.0227 0.0103
O 7.4725 4.8115 21.1712 -0.0195 0.0059 -0.0061
O 5.3307 7.3004 12.5031 0.0288 -0.007 -0.0039
O 0.5098 8.9088 12.4349 -0.0102 -0.0158 0.0042
O 7.6126 0.8914 13.5964 0.0045 -0.0242 0.0069
O 7.1933 9.4434 14.765 -0.0006 0.0248 -0.0054
O 9.1563 4.9488 12.8069 0.0215 -0.0103 -0.0042
O 8.0775 8.0137 17.0347 -0.0064 0.0063 0.0201
O 6.1114 2.5346 21.954 0.0164 0.0057 -0.0135
O 2.4229 8.8604 14.1605 -0.0095 -0.0011 0.0048
O 0.5031 4.3081 11.8143 -0.0007 0.0006 0.0172
O 0.3091 8.6725 21.0526 0.0185 0.0167 0.0338
O 9.3583 3.7924 10.4028 -0.0198 -0.0234 0.0163
O 9.663 2.286 12.5463 -0.0156 -0.0013 -0.0019
O 7.4502 8.6375 19.473 0.0016 -0.0369 -0.0088
O 2.6421 8.0268 11.3832 -0.0101 -0.0032 -0.0126
O 4.2517 2.6885 15.0633 -0.0003 -0.0087 -0.0027
O 0.7823 4.3014 14.4019 -0.0001 0.0255 -0.0078
O 10.0676 3.055 19.0189 -0.0129 -0.024 -0.0063
O 9.2187 7.7228 12.9868 -0.0012 -0.0022 -0.019
O 10.4676 0.7674 20.4489 0.0172 0.02 0.008
O 6.2428 4.8902 11.8576 -0.0144 -0.0094 0.0096
O 8.1665 2.5905 17.1669 0.007 0.0066 0.013
O 3.5566 4.8378 16.4129 0.0214 -0.0226 -0.0146
O 4.7257 9.0219 10.3895 0.0146 -0.0181 0.0042
O 1.5793 6.4879 13.1527 -0.0009 -0.0021 -0.0019
O 4.911 5.2377 14.1761 0.0108 -0.0086 -0.0073
O 1.9684 3.9594 20.7959 -0.0084 -0.0245 -0.0104
O 10.568 1.3401 17.0686 -0.023 0.009 -0.0082
O 1.2993 5.6407 16.5705 -0.0117 -0.0261 -0.009
O 7.3549 10.9518 21.899 -0.0042 -0.0074 -0.0083
O 5.9552 0.8783 19.9101 -0.0036 0.0237 -0.0035
O 6.327 9.7941 12.3157 -0.0033 -0.0189 0.011
O 2.845 0.377 15.4829 0.0068 -0.0027 -0.0029
O 7.0833 7.7879 10.6465 0.0031 0.0218 0.0036
O 10.0571 8.253 18.9821 -0.0221 -0.0062 0.0012
O 3.3671 9.1118 16.647 0.0094 0.0136 0.0019

Results
free energy: -135998.383 eV
free energy less fixed offsets of B -155.45, O -569.03, Si -635.61 eV per atom: -5.233 eV

The program warned: the cutoff lies below the one the program advises for these potential files; the forces do not sum to zero within the program's tolerance; the exchange-correlation potential is rough where the density is thin.
